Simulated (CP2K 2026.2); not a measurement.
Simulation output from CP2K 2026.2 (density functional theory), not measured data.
Periodic cell of 504 atoms, Si360O144, from a study of silicon, its oxide and their interface. The atomic structure is a simulated model.
Doubt: the forces sum to 4.93 eV/angstrom along one axis rather than to zero, so they err by at least 0.0098 eV/angstrom per atom on average; the grid cutoff is modest.

Settings
functional: PBE
method: Gaussian and plane waves
basis set: DZVP-MOLOPT-SR-GTH
pseudopotentials: GTH-PBE
grid cutoff: 300 Ry, relative cutoff 40 Ry
k points: Gamma only
occupations: fixed
spin: none
net charge: 0

Cell vectors (angstrom)
a	16.32	0	0
b	0	16.32	0
c	-5.7217	4.7102	33.3995

Atoms and the computed forces on them: element, x, y, z (angstrom), force x, y, z (eV/angstrom)
Si	1.07	-1.291	0.015	0.323	-0.096	0.623
Si	3.74	1.477	0.038	0.391	-0.197	0.675
Si	1.586	3.842	0.069	-0.241	0.279	0.717
Si	4.46	6.62	-0.163	-0.293	0.131	0.691
Si	1.084	-6.461	-0.021	0.16	-0.19	0.723
Si	4.475	-4.326	0.131	-0.278	0.083	0.704
Si	7.046	-1.729	0.309	-0.015	0.195	0.661
Si	9.791	1.093	-0.046	-0.184	0.107	0.673
Si	6.566	4.274	0.03	0.112	-0.125	0.731
Si	9.702	6.726	0.062	-0.276	0.218	0.72
Si	6.595	9.702	0.213	0.209	-0.073	0.738
Si	-6.893	-3.766	0.164	0.11	-0.24	0.624
Si	-4.3	-1.159	-0.097	0.187	-0.103	0.717
Si	-1.092	1.064	0.031	-0.202	0.189	0.651
Si	-4.477	4.421	0.341	0.112	-0.097	0.788
Si	-1.648	6.885	0.272	0.22	0.044	0.709
Si	-3.664	-7.046	-0.138	-0.361	0.29	0.716
Si	-1.067	-4.167	0.073	-0.281	0.062	0.725
Si	2.688	-0.141	1.33	-0.016	0.003	-0.07
Si	5.406	2.66	1.276	-0.016	0.002	-0.044
Si	2.773	5.528	1.185	0.031	-0.012	-0.078
Si	5.41	8.122	1.416	0.001	-0.006	-0.055
Si	2.728	-5.412	1.314	0.017	-0.009	-0.05
Si	5.51	-2.847	1.602	-0.022	-0.005	-0.042
Si	8.215	-0.003	1.355	0.023	0.005	-0.063
Si	-5.542	2.679	1.428	0.004	-0.029	-0.039
Si	8.118	5.486	1.323	-0.005	-0.01	-0.026
Si	-5.373	8.284	1.272	0.016	0	-0.036
Si	8.228	10.91	1.383	0.011	0.013	-0.063
Si	-5.37	-2.614	1.435	0.017	0.028	-0.05
Si	-2.741	-0.024	1.285	-0.029	0.016	-0.052
Si	-0.033	2.713	1.339	0.031	-0.009	-0.049
Si	-2.83	5.454	1.629	-0.004	0.016	-0.034
Si	0.018	8.184	1.295	0.009	0.027	-0.052
Si	-2.68	-5.409	1.255	0.008	-0.019	-0.073
Si	0.016	-2.721	1.502	-0.01	-0.01	-0.028
Si	1.34	1.307	2.691	-0.005	-0.006	0.029
Si	4.067	4.094	2.625	-0.025	-0.006	0.027
Si	1.401	6.821	2.623	-0.001	-0.016	0.002
Si	4.013	9.488	2.717	0.002	0.026	0.024
Si	1.437	-4.068	2.766	-0.004	-0.019	0.023
Si	4.085	-1.394	2.748	-0.013	0.01	0.01
Si	6.805	1.363	2.662	0.01	0.006	0.007
Si	9.412	4.077	2.731	-0.019	0.023	0.036
Si	6.806	6.804	2.754	0.013	0.003	0.017
Si	9.577	9.549	2.702	-0.009	-0.031	0.011
Si	6.883	12.142	2.885	0.015	-0.015	0.047
Si	-6.768	-1.313	2.795	-0.026	-0.011	0.025
Si	-4.059	1.364	2.704	0.013	-0.019	0.026
Si	-1.367	4.039	2.758	-0.003	-0.013	0.028
Si	-4.165	6.914	2.822	-0.029	0.018	0.043
Si	-1.348	-6.774	2.683	-0.001	0.009	0.03
Si	-4.043	-4.092	2.676	0.013	0.009	0.006
Si	-1.428	-1.365	2.74	-0.003	0.014	0.024
Si	-0.033	-0.007	4.077	0.009	0.007	-0.002
Si	2.711	2.722	4.012	0.002	-0.012	-0.013
Si	0.033	5.452	4.014	0.005	0.01	0.002
Si	2.688	8.14	4.086	0.008	0.009	0.012
Si	0.018	-5.436	4.069	0.006	-0.01	-0.008
Si	2.75	-2.719	4.141	-0.006	-0.006	0.017
Si	5.454	0.006	4.049	0.01	0.004	0.005
Si	8.096	2.719	4.098	0.006	-0.002	0.006
Si	5.423	5.414	4.057	-0.003	-0.009	-0.017
Si	8.195	8.172	4.067	-0.001	-0.01	-0.002
Si	5.426	10.799	4.12	0.003	-0.011	-0.017
Si	8.204	-2.712	4.147	0.012	0.016	-0.007
Si	-5.404	0.032	4.121	-0.012	0.013	-0.01
Si	-2.721	2.696	4.107	-0.012	-0.018	0.018
Si	-5.513	5.451	4.084	0.012	0.002	-0.011
Si	-2.708	8.221	4.103	0.006	0.012	-0.013
Si	-5.41	-5.415	4.075	-0.006	0.01	-0.013
Si	-2.732	-2.748	4.098	0.009	0.013	0.007
Si	1.341	-1.371	16.329	0.004	-0.01	-0.005
Si	4.06	1.376	16.332	0.003	-0.019	0.001
Si	1.376	4.109	16.363	0.002	0.011	0
Si	4.066	6.806	16.382	0.004	0.001	-0.005
Si	1.363	-6.823	16.384	0.002	0.001	-0.004
Si	4.043	-4.112	16.329	0.005	-0.013	-0.001
Si	6.786	-1.362	16.255	-0.007	0.002	-0.012
Si	-6.787	1.328	16.219	0.01	-0.013	-0.009
Si	6.773	4.114	16.271	-0.005	-0.002	-0.004
Si	-6.809	6.783	16.286	-0.004	-0.004	-0.013
Si	6.791	9.497	16.335	0.002	-0.021	-0.008
Si	-6.826	-4.101	16.306	-0.017	0.004	-0.004
Si	-4.059	-1.343	16.288	-0.002	0.004	-0.006
Si	-1.376	1.374	16.328	0	0.002	-0.006
Si	-4.036	4.084	16.3	0.015	0.008	-0.002
Si	-1.313	6.81	16.346	-0.012	0.026	0.003
Si	-4.05	9.547	16.282	-0.01	0.023	-0.005
Si	-1.355	-4.088	16.326	-0.001	0.006	-0.008
Si	2.703	-0.013	17.677	-0.007	0.012	0.019
Si	5.389	2.816	17.651	-0.006	0.012	-0.005
Si	2.716	5.46	17.789	0.001	-0.005	0.002
Si	5.465	8.137	17.737	0.015	0.013	0.008
Si	2.701	-5.453	17.752	0.001	0.011	0.016
Si	5.44	-2.732	17.603	-0.004	0.005	-0.007
Si	8.141	0.018	17.577	-0.008	-0.015	0.012
Si	-5.381	2.631	17.557	-0.01	-0.019	-0.017
Si	8.16	5.409	17.649	0.017	0.027	0.009
Si	-5.446	8.192	17.571	0.01	0.003	-0.019
Si	8.129	10.865	17.699	0.01	0.017	0.012
Si	-5.442	-2.711	17.591	0.002	-0.006	0.006
Si	-2.718	0	17.705	-0.001	-0.004	0.02
Si	-0.037	2.769	17.673	-0.008	-0.008	0.003
Si	-2.679	5.457	17.679	-0.014	-0.04	0.014
Si	0.031	-8.19	17.785	0	-0.012	0.001
Si	-2.69	-5.456	17.696	0.001	0.007	0.018
Si	-0.024	-2.725	17.704	0.002	-0.005	-0.01
Si	1.289	1.362	18.98	-0.007	0.011	-0.034
Si	4.066	4.097	19.165	0.036	-0.016	-0.001
Si	1.374	6.779	19.23	-0.036	0.023	0.005
Si	4.134	-6.777	19.097	0.009	-0.02	-0.018
Si	1.292	-4.086	19.1	-0.006	-0.03	-0.027
Si	4.107	-1.404	18.978	-0.009	0.017	-0.019
Si	6.805	1.455	18.879	0.024	-0.004	-0.017
Si	-6.749	3.954	18.853	-0.023	-0.01	-0.038
Si	6.821	6.721	19.088	-0.011	-0.011	-0.023
Si	-6.81	9.45	18.99	-0.013	-0.006	-0.002
Si	6.772	-4.032	19.022	0.007	-0.002	-0.001
Si	9.519	-1.331	18.909	-0.005	-0.002	-0.028
Si	-4.067	1.383	19.058	-0.013	0.01	-0.002
Si	-1.338	4.129	19.113	0.022	0.014	-0.023
Si	-4.08	6.879	18.914	0.019	0.008	-0.019
Si	-1.334	-6.809	19.119	-0.005	0.02	-0.004
Si	-4.114	-4.077	18.962	0.001	0.018	-0.037
Si	-1.389	-1.381	19.081	0	-0.02	-0.01
Si	-0.048	0.032	20.396	-0.002	-0.006	0.037
Si	2.605	2.69	20.393	-0.003	0.018	0.053
Si	0.002	5.418	20.647	-0.002	-0.005	0.037
Si	2.816	8.165	20.507	0.015	0.019	0.052
Si	-0.026	-5.438	20.568	0.022	0.012	0.053
Si	2.718	-2.724	20.374	0.006	-0.014	0.027
Si	5.46	0.097	20.176	-0.021	-0.007	0.003
Si	8.248	2.663	20.289	0.018	-0.011	0.041
Si	5.517	5.358	20.579	0.001	0.009	0.051
Si	8.249	8.066	20.415	0.007	-0.025	0.043
Si	5.452	-5.328	20.468	-0.009	0.006	0.035
Si	8.192	-2.678	20.295	-0.002	-0.01	0.045
Si	-5.495	0.016	20.325	0.014	-0.007	0.081
Si	-2.75	2.782	20.444	-0.003	0.007	0.027
Si	-5.399	5.372	20.069	0.017	-0.017	0.024
Si	-2.769	-8.173	20.405	-0.015	0.002	0.044
Si	-5.47	-5.481	20.284	-0.003	0.03	0.04
Si	-2.811	-2.733	20.394	-0.014	-0.028	0.073
Si	1.609	-1.087	21.611	-0.096	-0.082	-0.655
Si	3.837	1.101	21.546	0.124	0.062	-0.734
Si	1.06	3.662	21.911	0.095	0.265	-0.713
Si	4.519	7.117	21.814	-0.413	-0.392	-0.691
Si	1.682	-6.569	21.808	-0.212	-0.044	-0.734
Si	3.794	-4.226	21.833	0.266	0.09	-0.667
Si	7.083	-0.971	21.432	0.081	-0.072	-0.653
Si	-6.98	1.16	21.746	0.189	0.124	-0.648
Si	7.178	4.081	21.767	-0.273	-0.023	-0.596
Si	-6.922	6.296	21.52	-0.169	0.249	-0.682
Si	6.745	-6.921	21.615	0.277	0.296	-0.721
Si	9.7	-3.939	21.586	-0.248	-0.086	-0.74
Si	-4.5	-1.623	21.624	0.314	0.107	-0.734
Si	-1.269	1.535	21.749	-0.113	-0.099	-0.607
Si	-3.908	4.472	21.624	0.069	-0.218	-0.666
Si	-1.65	6.654	21.835	0.218	0.103	-0.648
Si	-3.992	-6.623	21.684	-0.106	-0.18	-0.73
Si	-1.806	-4.358	21.749	0.232	0.073	-0.768
Si	1.861	-3.526	26.106	0.011	-0.007	0.034
Si	-2.889	7.362	-6.868	-0.031	0.081	-0.017
Si	-5.156	-5.827	-5.061	-0.01	-0.003	-0.053
Si	-2.725	1.169	24.483	-0.01	-0.044	-0.162
Si	-4.227	3.349	-6.468	-0.137	0.049	-0.034
Si	0.017	1.337	25.67	0.034	0.001	0.02
Si	2.187	-6.587	-2.928	-0.069	0.07	0.032
Si	-6.654	-4.838	-2.512	0.066	-0.021	-0.01
Si	3.963	-4.043	-2.823	0.053	-0.012	0.059
Si	6.393	-4.228	-4.836	0.036	-0.032	0.031
Si	1.727	-2.022	-2.961	-0.021	-0.022	0.158
Si	-0.84	-1.404	-4.187	0.018	0.06	-0.124
Si	1.261	4.799	-5.534	0.013	-0.048	-0.007
Si	-5.339	2.878	23.885	-0.112	-0.103	-0.102
Si	-1.353	-6.136	-7.182	0.112	-0.077	0.042
Si	-5.976	7.707	-6.095	0.132	-0.006	0.045
Si	-7.655	2.354	-4.919	0.025	-0.047	0.086
Si	7.734	2.24	-2.042	0.136	-0.071	0.092
Si	0.589	-1.353	24.463	-0.009	-0.033	-0.013
Si	-4.237	4.242	-2.557	-0.01	0.038	0.069
Si	-5.866	-0.304	-4.521	-0.153	0.072	0.165
Si	-0.444	-6.356	-4.389	-0.149	0.025	0.058
Si	4.148	5.249	-5.268	-0.077	0.117	-0.052
Si	-3.73	1.574	-4.172	0.109	-0.101	0.039
Si	-5.366	7.795	23.735	0.073	0.055	-0.048
Si	1.653	3.958	24.97	0.035	-0.103	-0.182
Si	-7.946	-2.422	-3.66	0.066	-0.015	-0.075
Si	-1.614	5.585	-2.462	-0.056	-0.011	0.175
Si	-5.888	4.96	-4.712	-0.046	0.024	0.026
Si	-3.098	-5.838	-2.967	0.122	-0.066	0.05
Si	1.476	2.229	-7.052	-0.017	0.001	0.068
Si	5.741	2.09	23.822	0.196	0.084	-0.204
Si	6.478	1.811	-7.055	-0.011	0.036	-0.037
Si	-0.999	1.278	-2.91	-0.112	0.138	0.053
Si	-4.254	-1.303	24.644	-0.145	0.021	-0.023
Si	4.065	2.251	-5.314	-0.05	-0.036	-0.064
Si	-7.913	7.191	25.189	-0.035	-0.133	-0.061
Si	6.736	-7.374	-4.417	-0.076	0.128	0.011
Si	-7.909	-7.697	-2.017	-0.007	-0.055	0.139
Si	5.56	6.758	24.577	-0.073	0.165	-0.166
Si	7.846	-5.061	23.747	0.016	-0.021	-0.071
Si	4.677	4.067	25.862	-0.164	0.105	-0.115
Si	-0.106	-7.87	24.006	-0.066	-0.15	-0.128
Si	-0.586	-0.04	-7.062	0.046	0.015	-0.031
Si	3.663	0.321	-2.955	0.06	-0.05	0.119
Si	4.137	7.607	-3.206	0.078	-0.062	0.115
Si	5.686	-2.709	23.613	-0.11	0.006	0.028
Si	-0.804	6.99	-4.873	-0.012	-0.005	0
Si	-0.407	-5.38	25.616	0.11	-0.04	-0.055
Si	6.304	-0.495	-2.293	-0.017	0.04	-0.028
Si	-2.695	-2.873	-2.264	0.045	0.076	0.196
Si	0.554	3.701	-2.842	0.089	-0.042	0.107
Si	6.451	-0.472	25.501	-0.074	-0.021	-0.007
Si	-1.873	-3.084	24.606	-0.077	0.057	-0.145
Si	1.344	-1.358	5.442	-0.001	0.006	0.01
Si	4.08	1.375	5.395	0.003	0.007	0.001
Si	1.366	4.081	5.397	-0.004	-0.013	0.001
Si	4.076	6.784	5.423	0.001	-0.002	0.006
Si	1.344	9.509	5.443	0.005	0.005	0.018
Si	4.102	12.216	5.465	0.003	0.001	0.013
Si	6.8	-1.348	5.445	-0.003	0.007	0
Si	9.514	1.385	5.441	0	0.011	0.009
Si	6.758	4.076	5.459	0	0.003	0.009
Si	9.493	6.802	5.467	-0.014	-0.014	0.002
Si	6.812	9.478	5.461	0.005	0.006	0.011
Si	9.562	12.243	5.475	-0.011	-0.012	0.006
Si	-4.077	-1.372	5.463	-0.001	-0.008	0.005
Si	-1.363	1.346	5.462	-0.003	-0.008	0.014
Si	-4.101	4.092	5.414	0.005	0.024	0.002
Si	-1.34	6.807	5.399	-0.002	-0.007	0.001
Si	-4.064	-6.761	5.463	-0.002	-0.005	0.001
Si	-1.341	-4.081	5.444	0.001	-0.019	0
Si	2.721	0.014	6.773	-0.007	0.001	-0.002
Si	5.414	2.709	6.807	-0.001	0.008	-0.002
Si	2.716	5.429	6.784	0.003	-0.001	0.001
Si	5.44	8.127	6.806	0.019	-0.014	-0.001
Si	2.716	10.865	6.803	0.001	0.001	-0.001
Si	5.45	-2.72	6.808	0.011	0	-0.003
Si	8.161	0.011	6.802	-0.004	-0.006	-0.004
Si	10.873	2.741	6.8	-0.008	0.003	-0.006
Si	8.133	5.438	6.812	-0.009	0.005	0.007
Si	10.887	8.166	6.794	-0.001	-0.001	-0.001
Si	8.168	10.872	6.8	0.004	0.011	-0.009
Si	10.896	-2.718	6.842	-0.004	-0.001	-0.007
Si	-2.715	-0.014	6.819	0.01	-0.003	-0.001
Si	0.006	2.732	6.781	-0.007	-0.003	0.005
Si	-2.715	5.447	6.761	-0.001	-0.004	0
Si	-0.006	8.15	6.801	-0.002	0.009	-0.008
Si	-2.704	-5.422	6.823	-0.006	0.007	0.001
Si	0.006	-2.721	6.811	0.002	0.005	-0.001
Si	1.366	1.37	8.144	0.008	-0.001	-0.005
Si	4.066	4.077	8.161	0.008	-0.01	0.006
Si	1.361	6.792	8.149	-0.001	-0.002	-0.003
Si	4.083	9.507	8.155	0	0.002	-0.006
Si	1.364	-4.086	8.164	-0.006	-0.002	-0.007
Si	4.072	-1.355	8.147	0.004	-0.002	-0.01
Si	6.79	1.36	8.162	0.007	0.008	-0.007
Si	9.512	4.088	8.164	0.001	0.007	-0.001
Si	6.789	6.787	8.183	-0.012	-0.02	0.006
Si	9.525	9.514	8.163	-0.007	0	-0.005
Si	6.81	-4.081	8.16	0.001	0.007	0.003
Si	9.514	-1.353	8.169	0.001	-0.004	-0.004
Si	-4.085	1.367	8.152	-0.007	-0.007	-0.012
Si	-1.362	4.088	8.136	0.003	0.005	-0.004
Si	-4.068	6.803	8.143	0	0.004	0.003
Si	-1.355	-6.805	8.167	-0.008	0.001	0.001
Si	-4.063	-4.076	8.19	0.006	0.012	0
Si	-1.351	-1.365	8.175	-0.014	-0.003	-0.003
Si	0.013	0.006	9.513	-0.004	-0.006	-0.003
Si	2.713	2.72	9.521	-0.006	0.008	-0.004
Si	-0.004	5.44	9.509	-0.002	-0.004	0.004
Si	2.718	8.153	9.513	0.008	-0.008	-0.003
Si	0.005	-5.444	9.525	0.002	-0.001	0.001
Si	2.721	-2.718	9.517	-0.003	0.005	-0.002
Si	5.43	-0.003	9.52	0.004	0.001	-0.003
Si	8.151	2.722	9.519	0	-0.002	0.005
Si	5.428	5.429	9.528	0.004	0.008	0.005
Si	8.16	8.158	9.522	-0.002	-0.003	-0.006
Si	5.439	-5.441	9.512	0.008	0.004	-0.006
Si	8.159	-2.721	9.525	-0.001	-0.003	0.001
Si	-5.441	0.009	9.517	-0.002	0.002	-0.002
Si	-2.716	2.727	9.504	0	-0.005	-0.004
Si	-5.434	5.449	9.51	-0.005	-0.004	0
Si	-2.717	8.157	9.521	-0.002	0.002	0.003
Si	-5.435	-5.449	9.526	-0.002	0.001	-0.01
Si	-2.706	-2.718	9.54	-0.001	0.001	0.005
Si	1.362	-1.359	10.88	0.002	0.005	0
Si	4.071	1.36	10.882	-0.002	-0.002	0.002
Si	1.354	4.084	10.874	0.002	-0.009	0.008
Si	4.071	6.796	10.878	0.009	-0.011	0
Si	1.366	9.515	10.879	0	0.004	-0.007
Si	4.077	-4.083	10.877	0	-0.002	-0.002
Si	6.788	-1.366	10.881	0.008	-0.007	0.003
Si	9.513	1.361	10.875	-0.002	0	-0.006
Si	6.794	4.079	10.885	-0.007	0.004	-0.004
Si	9.525	6.802	10.88	0.003	0.006	0.004
Si	6.796	9.52	10.874	-0.004	0.002	-0.003
Si	9.518	-4.09	10.876	0.007	0.005	-0.002
Si	-4.075	-1.351	10.872	-0.002	-0.001	0
Si	-1.352	1.368	10.865	0.002	-0.001	0.004
Si	-4.072	4.088	10.869	-0.005	0.003	0
Si	-1.352	6.801	10.88	0.002	0	0.001
Si	-4.073	9.515	10.887	-0.005	-0.004	0.001
Si	-1.35	-4.085	10.892	-0.012	0.005	0.001
Si	2.71	0.003	12.247	0.003	-0.006	0.003
Si	5.427	2.726	12.24	0.016	0.002	0.003
Si	2.712	5.441	12.239	-0.004	0.009	0
Si	5.427	8.165	12.229	0.004	-0.002	-0.003
Si	2.72	10.875	12.243	-0.001	-0.004	0.002
Si	5.428	-2.724	12.246	-0.002	-0.002	0.003
Si	8.152	-0.004	12.232	0	0.001	0.002
Si	10.879	2.727	12.219	-0.008	-0.013	-0.001
Si	8.154	5.447	12.237	0.002	-0.003	0
Si	10.889	8.155	12.245	0	0.006	-0.001
Si	8.154	10.874	12.239	-0.003	0.002	0
Si	10.888	-2.727	12.213	-0.003	0	-0.005
Si	-2.706	0.004	12.224	-0.008	0.001	0.002
Si	0.004	2.723	12.235	0	0.008	0.003
Si	-2.708	5.439	12.241	-0.002	-0.002	0.003
Si	0.01	8.16	12.242	0.002	0.001	0.001
Si	-2.711	-5.445	12.249	0.002	0.002	0.008
Si	0.009	-2.723	12.246	0	-0.004	0.004
Si	1.351	1.368	13.611	0	-0.003	0.005
Si	4.065	4.086	13.604	0	0	0.003
Si	1.371	6.808	13.609	0.002	-0.002	0.004
Si	4.069	9.506	13.609	0.01	0.002	-0.001
Si	1.357	-4.095	13.609	0.011	-0.003	0.003
Si	4.061	-1.363	13.605	-0.003	0.005	0.005
Si	6.789	1.362	13.585	-0.004	-0.005	0.004
Si	9.522	4.084	13.584	0.003	0.009	0.006
Si	6.783	6.814	13.587	-0.01	0.013	-0.005
Si	9.522	9.516	13.595	0	-0.005	0.01
Si	6.778	-4.101	13.599	0.008	0.004	0.011
Si	9.519	-1.385	13.565	0.019	-0.011	-0.006
Si	-4.071	1.369	13.565	-0.003	0.003	0.003
Si	-1.336	4.088	13.603	-0.002	-0.01	0.005
Si	-4.062	6.799	13.605	-0.001	-0.006	0.006
Si	-1.342	9.518	13.607	-0.002	-0.003	0.003
Si	-4.075	-4.069	13.588	-0.021	0.013	-0.001
Si	-1.351	-1.354	13.595	-0.005	-0.003	0.007
Si	-0.008	0.006	14.974	-0.001	0.004	0.001
Si	2.705	2.735	14.975	0.001	0.009	0.012
Si	0.027	5.452	14.973	0.01	-0.003	0.001
Si	2.718	8.158	14.996	0.001	-0.009	0.003
Si	0.015	-5.46	14.992	-0.01	0.003	0.002
Si	2.705	-2.731	14.968	-0.006	-0.001	0.001
Si	5.415	0.02	14.946	0.017	-0.008	-0.002
Si	8.147	2.73	14.932	0.003	-0.009	0.007
Si	5.407	5.476	14.951	0.013	0.013	-0.003
Si	8.151	8.16	14.949	0.005	0.007	0.002
Si	5.421	10.856	14.974	-0.011	-0.009	0.003
Si	8.153	-2.739	14.928	-0.007	0.001	0.005
Si	-5.422	-0.024	14.89	-0.015	-0.003	-0.004
Si	-2.708	2.72	14.932	-0.006	-0.01	0.005
Si	-5.426	5.43	14.949	-0.006	-0.002	0.001
Si	-2.689	8.153	14.967	0.006	0.002	0.002
Si	-5.438	-5.428	14.939	0.023	0.005	0.007
Si	-2.703	-2.722	14.951	0.004	0.003	0.002
O	6.773	-3.879	23.583	-0.106	0.121	-0.221
O	0.396	7.744	25.361	-0.083	0.176	-0.055
O	0.619	0.248	24.629	0.249	0.212	-0.406
O	2.791	-0.043	22.089	0.057	-0.19	0.321
O	1.153	-7.439	23.083	0.049	-0.251	0.37
O	5.576	-7.983	21.935	-0.01	0.176	-0.002
O	-5.806	6.712	22.633	0.606	-0.035	0.062
O	4.122	-3.591	-1.275	-0.084	0.34	-0.155
O	6.074	-1.619	22.513	-0.218	0.127	0.094
O	-5.631	4.873	-3.108	-0.366	0.33	0.29
O	-5.987	-4.266	-1.131	0.684	0.25	0.072
O	7.303	-6.412	23.062	0.005	-0.391	0.478
O	0.489	-2.312	-3.974	0.191	-0.233	-0.489
O	7.582	-3.102	-4.911	-0.053	0.064	-0.529
O	-1.644	1.542	-1.441	-0.529	0.133	-0.088
O	4.388	3.736	-4.8	0.097	0.07	0.338
O	-7.087	7.391	-1.366	-0.028	-0.061	-0.582
O	-7.979	5.196	22.164	0.177	0.29	0.573
O	6.9	-5.759	-4.587	0.256	0.024	-0.003
O	4.505	1.831	22.826	-0.002	0.553	0.13
O	-8.082	-2.706	-0.26	-0.101	0.135	-0.435
O	-4.296	-0.909	23.072	-0.176	0.409	0.189
O	-0.793	-6.479	24.485	-0.387	0.141	-0.177
O	0.908	-1.729	22.929	-0.419	-0.618	-0.095
O	7.145	6.923	24.169	0.134	-0.009	-0.527
O	0.748	3.519	-6.382	-0.717	0.222	-0.276
O	-7.159	1.774	-1.402	0.14	0.29	-0.258
O	4.422	6.758	23.415	-0.346	-0.314	0.22
O	-5.514	5.561	-0.232	0.099	0	-0.305
O	2.988	2.201	-6.517	0.296	-0.158	-0.216
O	-6.873	3.754	-5.143	-0.136	0.071	-0.291
O	-4.74	-7.224	23.013	-0.309	0.243	0.32
O	-1.526	-6.204	-3.175	0.144	-0.086	0.476
O	0.745	0.827	-6.695	0.366	-0.218	0.36
O	-3.428	-2.689	24.784	-0.216	-0.231	0.017
O	-0.979	4.191	-2.95	-0.312	-0.287	-0.448
O	7.49	-1.232	-3.058	0.373	-0.043	-0.173
O	-2.801	5.538	22.242	-0.098	-0.116	0.536
O	0.179	5.974	-5.631	-0.147	0.156	-0.505
O	-2.286	6.812	-5.485	-0.411	-0.153	0.307
O	7.769	2.606	-3.604	-0.243	0.132	-0.191
O	0.052	-0.057	-0.33	0.098	0.13	-0.359
O	6.061	-1.265	-0.904	-0.571	-0.136	-0.098
O	7.116	-7.422	-1.1	-0.466	-0.131	-0.302
O	-2.896	-5.51	22.172	0.09	0.261	0.382
O	5.523	-5.504	-0.313	-0.112	0.034	-0.295
O	-5.511	-0.769	-6.006	0.575	-0.187	-0.22
O	-1.511	-3.28	-1.229	0.203	0.467	0.048
O	2.334	-0.543	-3.141	-0.071	0.401	-0.441
O	5.331	5.588	-6.309	0.568	-0.243	0.18
O	-6.743	8.084	24.522	-0.105	0.41	-0.222
O	8.069	-0.494	25.627	0.128	0.535	-0.305
O	1.386	-2.122	-1.365	0.171	-0.25	-0.037
O	5.511	5.408	-0.507	0.049	-0.105	-0.258
O	-6.829	1.001	-4.579	-0.17	-0.066	0.381
O	0.765	5.217	25.416	-0.465	0.006	-0.112
O	-4.498	0.191	-3.773	0.067	-0.339	0.076
O	-5.413	-0.019	-0.538	-0.127	0.188	-0.515
O	-2.657	8.006	-0.348	0.049	0.062	-0.676
O	5.741	-1.863	24.993	-0.288	-0.185	0.341
O	3.432	-3.899	26.203	0.137	-0.216	-0.493
O	7.868	2.098	-6.295	0.527	0.132	-0.454
O	3.527	1.498	-4.019	-0.446	0.344	0.118
O	-1.227	5.872	-0.93	0.629	-0.575	0.012
O	-3.828	-6.552	-1.698	-0.192	-0.124	-0.229
O	-0.898	-1.827	24.889	-0.27	0.143	0.012
O	2.69	2.686	-0.183	-0.253	0.129	-0.205
O	-0.941	-5.553	-5.711	0.016	0.641	0.012
O	7.231	3.559	-1.27	-0.041	0.105	-0.429
O	-7.056	-6.335	-2.084	0.177	-0.055	0.175
O	-6.34	1.831	23.114	0.14	-0.299	0.234
O	-0.132	2.595	22.297	0.093	0.009	0.162
O	-1.565	-4.26	25.651	-0.469	-0.125	0.442
O	5.209	2.745	25.164	0.033	-0.49	0.143
O	-3.335	-0.12	25.26	0.212	-0.078	0.381
O	-2.069	0.864	23.012	0.168	-0.2	-0.009
O	-4.148	2.821	-3.279	-0.275	-0.181	0.341
O	-1.453	-3.6	23.136	0.456	0.032	0.077
O	-7.821	-3.739	-2.723	-0.248	-0.022	0.44
O	2.744	-7.964	-3.571	-0.344	-0.196	-0.413
O	1.138	4.228	-1.445	0.181	0.475	-0.225
O	0.394	2.107	-3.034	0.513	-0.35	-0.338
O	-6.315	6.466	-5.098	-0.077	-0.038	0.227
O	5.302	7.903	25.709	-0.502	0.102	-0.137
O	4.155	7.337	-1.598	-0.05	0.087	0.005
O	-1.1	7.475	23.159	-0.037	-0.044	0.365
O	-3.964	2.187	24.359	0.076	0.073	0.264
O	-0.919	6.764	-3.289	0.332	0.453	0.322
O	-4.273	7.158	24.742	0.502	-0.227	-0.211
O	5.445	5.311	25.234	0.546	-0.294	0.025
O	-2.119	1.504	-4.062	0.291	0.189	-0.758
O	-3.968	3.767	-1.044	0.116	-0.625	0.018
O	5.396	1.572	-5.89	0.107	-0.397	0.271
O	-4.497	7.514	-6.737	-0.04	-0.13	-0.259
O	-4.527	4.637	-5.555	0.521	0.479	-0.113
O	-0.232	-7.842	-4.983	0.419	-0.219	-0.54
O	6.696	1.019	-1.884	-0.43	0.02	0.409
O	-7.132	-4.604	22.983	0.384	-0.213	0.402
O	-4.242	1.942	-5.657	-0.125	-0.532	-0.272
O	-4.891	4.011	22.832	-0.472	0.511	-0.01
O	-2.069	-7.592	-7.175	0.13	-0.093	-0.024
O	6.262	0.665	24.37	0.069	-0.219	-0.052
O	4.284	-3.413	23.186	-0.355	-0.242	0.529
O	2.832	-3.088	-3.434	0.117	-0.223	-0.529
O	-0.566	-0.243	-3.107	0.364	-0.185	0.489
O	-5.512	-2.839	22.029	0.111	-0.081	0.34
O	3.902	0.881	-1.462	-0.11	-0.089	-0.315
O	-3.176	5.446	-2.804	-0.163	0.339	-0.141
O	-2.145	-2.191	-3.63	-0.335	-0.096	-0.399
O	6.767	3.117	23.056	0.084	-0.009	0.249
O	-5.897	-4.905	-3.945	-0.034	0.337	-0.166
O	3.428	-5.563	-2.86	0.11	-0.312	-0.191
O	1.04	-4.693	25.317	0.06	-0.071	-0.261
O	-5.73	-1.423	25.297	0.027	-0.016	0.069
O	-1.507	1.778	25.347	-0.285	0.272	0.09
O	-2.728	3.455	-7.039	0.559	0.396	0.143
O	6.878	-8.09	-5.847	0.033	-0.022	0.058
O	4.999	-0.555	-3.237	0.085	-0.222	-0.734
O	8.056	-5.274	25.325	0.364	-0.597	0.227
O	1.768	3.994	23.347	0.47	0.259	0.083
O	5.342	-3.892	-3.646	0.065	0.425	0.281
O	-6.022	-7.164	-5.36	-0.487	-0.02	0.058
O	0.974	2.62	25.547	0.132	-0.152	0.042
O	-6.53	-1.65	-3.88	0.467	-0.092	-0.01
O	1.706	-2.098	25.361	0.463	0.261	0.009
O	-4.823	-4.987	-6.418	0.122	0.465	0.218
O	-0.01	-5.311	-0.43	-0.054	-0.116	-0.624
O	1.465	4.337	-3.995	0.703	0.052	0.226
O	7.917	-8.014	-3.509	0.449	-0.513	-0.421
O	0.995	-5.921	-3.796	0.204	0.657	-0.197
O	1.688	-6.979	-1.436	0.117	-0.56	0.041
O	2.707	5.334	-6.019	-0.078	0.125	-0.585
O	3.09	4.157	25.65	-0.059	0.124	0.24
O	-3.366	-4.258	-2.745	-0.341	0.051	-0.098
O	5.34	-7.754	-3.705	0.051	-0.047	-0.057
O	-3.778	-6.31	-4.358	0.133	-0.716	-0.279
O	4.206	6.203	-3.98	0.202	-0.128	0.129
O	5.7	-4.087	-6.281	-0.298	-0.024	-0.154
O	2.733	-5.396	22.304	-0.126	0.099	0.169
O	-8.141	0.046	22.141	-0.13	-0.057	0.71
O	-3.711	-1.89	-1.448	-0.201	-0.017	-0.424
O	-7.388	5.76	25.781	-0.439	-0.244	0.077
O	-1.027	-0.857	-5.711	-0.286	-0.178	-0.052
O	-6.049	3.57	25.167	-0.092	-0.358	-0.021

Results
total energy: -101653.866 eV
total energy less fixed offsets of O -438.25, Si -107.07 eV per atom: -0.666 eV
